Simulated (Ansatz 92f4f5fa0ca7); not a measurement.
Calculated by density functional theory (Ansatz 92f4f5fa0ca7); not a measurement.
Periodic cell of 157 atoms, Si96O55N6, from a study of silicon, its oxide and their interface. The atomic structure is a simulated model.

Settings
functional: r2SCAN
potential files: Ansatz norm-conserving
basis: plane waves
wave-function cutoff: 1300 eV
density cutoff ratio: 4
exchange-correlation grid ratio: 1
k mesh: 2 x 2 x 1, shifted by 0.5 0.5 0.5 of a step
self-consistency stop: 5e-08 eV per atom in the density residual
occupations: Fermi-Dirac, 0.05 eV
spin: none
net charge: 0

Cell vectors (angstrom)
a, 10.88, 0, 0
b, 0, 10.88, 0
c, 0, 0, 22.8109

Atoms and the computed forces on them: element, x, y, z (angstrom), force x, y, z (eV/angstrom)
Si, 0.2409, -0.358, -0.0248, -0.5419, 0.3039, 0.1417
Si, 2.6797, 3.0314, 0.1168, 0.4322, -0.0229, 0.0331
Si, -0.238, 5.9015, -0.0486, -0.7324, 0.2998, 0.7001
Si, 2.2032, 8.2328, -0.2056, 0.4447, 0.171, 0.1163
Si, 4.7818, 0.7846, -0.0477, 0.1632, -0.2958, -0.6281
Si, 7.8879, 3.0167, -0.0555, -0.1, 0.3555, -0.2963
Si, 5.7357, 5.3172, 0.0947, 0.3356, -0.0632, -0.2072
Si, 8.1975, 7.8525, 0.6419, -0.2198, -0.0999, -0.2572
Si, 1.4078, 1.3464, 1.3486, -0.1377, -0.1635, -0.4215
Si, 4.1249, 4.1939, 1.5007, 0.0676, 0.2443, -0.3235
Si, 1.3165, 6.8793, 1.5084, -0.1218, -0.0474, -0.6724
Si, 3.8842, 9.6539, 1.1256, -0.3049, 0.0376, -0.5315
Si, 6.6499, 1.5013, 1.2998, -0.0305, 0.051, -0.0974
Si, 9.5666, 4.0573, 1.2847, -0.027, 0.204, -0.6327
Si, 6.683, 6.648, 1.8036, 0.0192, -0.0458, -0.1242
Si, 9.4873, 9.6013, 1.4955, 0.3108, -0.1581, -0.4942
Si, -0.0073, 2.6735, 2.679, -0.2076, 0.0863, -0.0729
Si, 2.73, 0.0269, 2.7662, 0.1373, -0.0804, -0.0433
Si, -0.0145, 8.2309, 2.8562, -0.043, 0.0779, 0.233
Si, 2.7328, 5.529, 2.7984, -0.0354, 0.0241, 0.1117
Si, 5.4513, 2.7856, 2.8409, 0.0634, 0.0932, 0.1404
Si, 8.0537, 0.0923, 2.6987, -0.1254, 0.0989, -0.0464
Si, 5.2919, 8.2743, 2.6898, -0.1552, 0.0599, -0.0811
Si, 8.2456, 5.325, 2.8778, 0.1754, -0.1318, 0.162
Si, 1.3646, 4.0578, 4.0685, 0.1672, 0.0181, -0.0106
Si, 4.0984, 1.3513, 4.1406, 0.1673, -0.0742, 0.0494
Si, 1.4042, 9.557, 4.1898, -0.1864, 0.0179, -0.0565
Si, 4.078, 6.8926, 4.1522, -0.2234, 0.0696, 0.0063
Si, 6.8631, 4.036, 4.2476, 0.0738, -0.0164, -0.0929
Si, 9.4871, 1.3777, 4.075, -0.0662, 0.0551, 0.0019
Si, 6.7547, 9.5417, 4.0663, 0.021, 0.0102, 0.0379
Si, 9.5701, 6.777, 4.1878, -0.0955, -0.0247, -0.1046
Si, -0.0053, 0.0531, 5.4658, -0.0387, -0.0648, 0.0712
Si, 2.7111, 2.698, 5.473, -0.0131, 0.0226, 0.0184
Si, 0.0797, 5.4147, 5.5125, -0.0723, 0.0606, -0.0296
Si, 2.7537, 8.1856, 5.5671, 0.0641, -0.0029, -0.0431
Si, 5.4704, -0.0054, 5.5135, -0.0817, 0.0801, 0.0118
Si, 8.2089, 2.648, 5.5645, -0.0854, -0.0069, 0.0157
Si, 5.4744, 5.4882, 5.4697, 0.1425, 0.0339, 0.0086
Si, 8.1491, 8.1558, 5.4523, 0.0952, -0.1142, -0.0023
Si, 1.3675, 1.3503, 6.8949, 0.0406, 0.0231, 0.0767
Si, 4.1405, 4.0548, 6.768, -0.0474, 0.0177, -0.061
Si, 1.4424, 6.7745, 6.8925, -0.0512, -0.0489, 0.0396
Si, 4.142, 9.5219, 6.9149, 0.0455, 0.0215, 0.0969
Si, 6.8387, 1.2971, 6.9219, 0.0934, -0.014, 0.0571
Si, 9.6318, 3.9985, 6.8421, -0.0837, 0.0596, -0.0207
Si, 6.8567, 6.7795, 6.8765, -0.0531, 0.0479, 0.1057
Si, 9.5434, 9.5208, 6.7944, 0.0004, -0.0019, -0.0736
Si, 0.0426, 2.7036, 8.3147, -0.0073, -0.0595, 0.1185
Si, 2.7711, 0.005, 8.2763, -0.1103, -0.066, -0.1443
Si, 0.0932, 8.2363, 8.1624, 0.077, 0.1436, -0.0464
Si, 2.8257, 5.3413, 8.1862, 0.0434, 0.041, -0.1008
Si, 5.4678, 2.737, 8.2032, 0.0325, 0.0848, -0.1161
Si, 8.2054, -0.1077, 8.2546, -0.0797, -0.0296, 0.003
Si, 5.5285, 8.1544, 8.2782, 0.0695, -0.0884, -0.0953
Si, 8.2646, 5.3247, 8.1618, -0.0539, -0.0578, -0.1187
Si, 1.5554, 4.0032, 9.6338, -0.0302, 0.0342, 0.143
Si, 4.1344, 1.4003, 9.5889, -0.1939, 0.0476, 0.158
Si, 1.4789, 9.501, 9.7016, 0.023, 0.1025, 0.2671
Si, 4.1987, 6.673, 9.5185, 0.0512, 0.0678, 0.2352
Si, 6.9076, 3.9697, 9.5909, 0.0176, -0.0858, 0.2945
Si, 9.5509, 1.2245, 9.613, 0.0504, 0.0224, 0.0963
Si, 6.8752, 9.471, 9.7363, -0.0137, 0.01, 0.2988
Si, 9.6695, 6.7573, 9.3438, 0.0357, 0.0029, -0.0092
Si, 0.2918, 0.2373, 11.0469, -0.133, 0.0604, 0.4946
Si, 2.6197, 2.4325, 11.1212, -0.0688, 0.2077, 0.6948
Si, 0.5034, 5.794, 10.6473, -0.0407, -0.2485, 0.861
Si, 2.7831, 7.861, 10.927, -0.1741, -0.4072, 0.4085
Si, 5.4961, 0.145, 10.9813, 0.3232, 0.1346, 0.4197
Si, 7.8482, 2.1758, 10.92, 0.1987, 0.0411, 0.5329
Si, 5.8111, 5.6115, 10.8672, 0.0424, -0.0457, 0.65
Si, 8.1462, 7.7317, 10.7974, -0.1298, -0.2388, 0.8199
Si, -2.4753, 3.558, 13.5102, -0.0349, -0.0652, 0.4231
Si, 2.9694, 6.0136, 18.4033, 0.0358, -0.1446, -0.4843
Si, 3.5204, 2.887, 14.2251, 0.0075, 0.0078, 0.3211
Si, 1.3921, 10.8902, 16.5317, 0.2456, -0.0934, -0.0249
Si, 3.516, -1.2848, 13.1087, 0.238, -0.0303, 0.3893
Si, 9.6251, 6.1884, 12.8526, 0.0912, 0.007, 0.4109
Si, -1.131, 3.9722, 16.0601, -0.0308, 0.0722, 0.045
Si, 11.6288, 8.1984, 17.6689, 0.0823, -0.1641, -0.5056
Si, -4.3142, -0.7065, 17.5342, -0.1969, -0.083, -0.2854
Si, -9.0992, 3.9778, 16.5102, -0.0228, 0.0531, -0.1313
Si, -0.0475, 8.1614, 20.6007, -0.3221, -0.057, 0.3365
Si, 6.0284, 7.1635, 18.3515, 0.2103, -0.0687, -0.4529
Si, 4.2904, 0.1924, 15.5951, 0.2579, 0.1518, 0.2831
Si, 11.3407, -0.6774, 13.841, -0.1675, 0.126, 0.4957
Si, 5.7383, 10.1615, 20.2167, 0.0631, 0.2492, -0.2302
Si, 5.804, 4.6668, 13.8645, 0.0683, 0.0616, 0.3439
Si, 4.3959, 7.2301, 20.6635, 0.6086, -0.1756, -0.4921
Si, 7.4545, 6.203, 15.8861, -0.0197, 0.0666, 0.1215
Si, 1.9035, 5.6863, 21.06, 0.3698, -0.3977, -0.5404
Si, -3.1959, 8.2127, 20.6979, -0.2596, -0.1088, -0.1437
Si, 9.8882, -3.1431, 15.26, -0.2076, -0.0696, 0.2133
Si, 9.6961, 1.552, 20.6581, -0.1077, 0.0617, -0.0394
Si, 9.7479, 10.3822, 18.417, -0.2994, 0.0656, -0.2225
Si, 10.9146, 2.2081, 18.1082, 0.0047, 0.2474, -0.2157
O, -0.3769, 0.834, 21.8493, 0.0305, -0.1198, -0.168
N, 0.8282, -1.7618, 21.8411, 0.4636, 0.0235, 0.1452
O, 2.4093, 5.097, 19.6287, -0.0323, 0.3245, 0.3141
O, 2.0203, 4.3322, 22.0468, -0.0516, -0.1, -0.0669
O, -1.6401, 6.705, 0.1477, 0.1542, 0.0231, -0.0646
O, 5.4486, 0.3715, -1.4806, -0.1153, -0.0884, 0.2706
O, 3.74, 1.9747, -0.6458, -0.0071, -0.1893, 0.7247
O, 9.2089, 0.3699, 19.6704, 0.1963, 0.0672, 0.0296
O, 8.4836, 2.402, 21.3308, 0.2306, -0.1202, 0.1537
N, 2.8396, 7.1404, 21.3367, -0.1013, 0.178, 0.7529
O, 6.8169, 4.2064, 22.2974, -0.0453, -0.0393, 0.4823
O, 7.2765, 9.6812, 20.2211, -0.0485, -0.0672, 0.0585
O, 9.6755, 13.8171, 17.3133, 0.4409, -0.0461, 0.0166
O, -0.3634, -0.1742, 12.5329, 0.2801, 0.1569, -0.58
N, 0.1242, 0.5306, 17.6532, -0.0152, -0.1253, 0.1637
O, 3.1498, 2.8651, 12.6378, -0.1291, -0.2034, -0.5511
O, 1.405, 1.3849, 11.4576, -0.0753, -0.2164, -0.3994
O, -0.2719, 5.2387, 11.9847, -0.1168, 0.4272, -0.2298
O, 1.5549, 6.8522, 11.3806, -0.0333, -0.047, -0.7822
O, 3.6423, 8.1665, 12.3324, -0.2953, 0.1807, -0.498
O, 4.4564, 4.1539, 14.5671, 0.0509, -0.0834, -0.2702
O, -2.2969, -5.8072, 16.16, 0.0093, -0.0238, -0.1938
O, 4.4334, -0.2781, 12.187, 0.0859, 0.0058, -0.2196
O, 6.6825, 1.1636, 11.5796, 0.0435, 0.238, -0.7849
O, 8.7349, 2.6701, 12.2166, -0.348, 0.0238, -0.2397
O, 8.2629, 7.5913, 15.5175, 0.2643, -0.305, -0.0401
O, 5.3833, 5.0313, 12.3428, 0.1668, 0.1332, -0.4111
O, 9.0657, 7.5866, 12.2035, -0.0999, -0.1273, -0.3822
O, 6.8315, 6.8411, 11.2248, 0.1951, -0.196, -0.4864
O, -4.7794, -2.2718, 17.5998, 0.0777, 0.0216, 0.3166
O, -6.5866, 1.5245, 14.6643, -0.2397, -0.0331, -0.1738
O, 6.847, 3.4003, 13.9577, 0.1595, 0.2522, -0.2153
O, 5.7922, -0.0175, 16.2504, -0.1904, -0.0974, 0.1329
O, -4.2936, 6.14, 17.254, 0.0626, 0.1987, -0.1085
O, -4.5089, 5.9294, 14.7141, 0.0907, -0.2969, -0.134
O, 1.8888, 9.7569, 13.18, 0.1965, 0.0599, 0.0772
O, 1.4826, 9.2807, 16.7199, -0.2427, 0.1476, 0.1115
O, 0.8652, 0.3897, 15.0213, 0.0672, -0.3142, -0.1601
O, 1.8817, -3.661, 18.2458, -0.1221, -0.0781, 0.1091
O, 10.577, 7.4376, 16.6943, 0.1289, 0.287, -0.0136
O, 10.3596, 9.1513, 14.6253, 0.1893, -0.0158, -0.1887
O, 2.2517, 3.161, 15.1973, 0.0964, 0.0193, -0.0051
N, 4.4721, 6.6993, 18.9557, -0.1001, -0.0478, 0.4665
O, 10.3778, 6.5968, 14.2229, -0.2455, -0.0202, -0.2662
O, 9.4807, 14.0449, 14.6657, -0.2085, 0.3315, -0.1094
O, -1.6257, 8.1762, 20.8848, 0.3423, 0.1823, -0.1974
O, -0.2102, 2.4576, 19.7073, -0.1845, -0.2431, 0.1359
O, -8.0048, 5.0717, 17.0577, -0.1589, 0.1037, 0.3401
O, 5.2744, 6.1971, 21.5986, -0.2877, 0.2497, -0.0854
O, -3.7477, 8.1338, 22.2135, 0.3179, -0.002, -0.0931
O, 1.4574, 2.885, 17.6853, -0.3203, -0.0243, -0.1023
O, -2.6271, -0.6644, 17.5582, 0.3888, 0.0178, 0.3696
N, 0.3353, 6.4073, 21.1097, -0.2642, -0.1793, 0.3577
O, 8.4261, 5.1532, 13.1708, 0.1231, 0.0442, -0.1065
O, 5.6993, 10.8775, 18.7545, 0.1528, -0.3757, 0.3047
O, 13.8841, 0.4103, 16.627, -0.1682, -0.1387, -0.2544
N, 10.7521, -1.9397, 18.95, -0.0775, -0.2334, 0.456
O, 4.065, 9.7549, 14.6386, -0.27, 0.0889, -0.4638
O, 0.3495, 4.6602, 16.1194, -0.0134, -0.3332, 0.108
O, 4.852, 8.8128, 20.538, -0.1226, -0.164, 0.1458
O, 7.0695, 7.1455, 19.6321, -0.0014, 0.3528, 0.2123

Results
free energy: -38585.766 eV
free energy less fixed offsets of N -289.75, O -463.61, Si -117.95 eV per atom: -25.516 eV
pressure: -1.85 GPa
stress xx, yy, zz, yz, xz, xy (GPa, positive in tension): 2.07, 1.52, 1.96, -1.12, 1.39, -0.21
